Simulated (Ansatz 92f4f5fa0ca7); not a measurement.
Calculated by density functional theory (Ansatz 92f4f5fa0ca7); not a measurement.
Periodic cell of 255 atoms, Si165O90, from a study of silicon, its oxide and their interface. The atomic structure is a simulated model.
Doubt: the cutoff is far below the 930 eV that the study's wrapper takes by default for these files, so forces and energies are approximate.

Settings: functional PBE; potential files Ansatz PAW; basis plane waves; wave-function cutoff 580 eV; density cutoff ratio 5; exchange-correlation grid ratio 1; k mesh 1 x 1 x 1, Gamma-centred; self-consistency stop 5e-08 eV per atom in the density residual; occupations fixed; spin none; net charge 0.

Cell vectors (angstrom)
a  10.938  0  0
b  0  10.938  0
c  0  0  37.0377

Atoms: element, x, y, z (angstrom)
Si  0  0  0.683
Si  5.469  0  0.683
Si  2.7345  2.7345  0.683
Si  8.2035  2.7345  0.683
Si  0  5.469  0.683
Si  5.469  5.469  0.683
Si  2.7345  8.2035  0.683
Si  8.2035  8.2035  0.683
Si  1.3673  1.3673  2.0503
Si  6.8362  1.3673  2.0503
Si  4.1018  4.1018  2.0503
Si  9.5708  4.1018  2.0503
Si  1.3673  6.8362  2.0503
Si  6.8362  6.8362  2.0503
Si  4.1018  9.5708  2.0503
Si  9.5708  9.5708  2.0503
Si  2.7345  0  34.9862
Si  8.2035  0  34.9862
Si  0  2.7345  34.9862
Si  5.469  2.7345  34.9862
Si  2.7345  5.469  34.9862
Si  8.2035  5.469  34.9862
Si  0  8.2035  34.9862
Si  5.469  8.2035  34.9862
Si  4.1018  1.3673  36.3535
Si  9.5708  1.3673  36.3535
Si  1.3673  4.1018  36.3535
Si  6.8362  4.1018  36.3535
Si  4.1018  6.8362  36.3535
Si  9.5708  6.8362  36.3535
Si  1.3673  9.5708  36.3535
Si  6.8362  9.5708  36.3535
Si  -0.173  -0.1493  26.771
Si  4.2525  -0.2505  26.1465
Si  2.668  2.4194  26.7523
Si  7.2632  2.9384  26.9837
Si  -0.5439  5.5118  26.8259
Si  5.6887  4.916  26.9466
Si  1.8555  8.7478  25.4868
Si  8.2727  7.8426  26.7282
Si  1.2195  1.2331  28.1485
Si  6.4346  1.1786  28.4522
Si  3.9506  3.9239  28.1563
Si  9.1839  3.9461  28.1493
Si  1.1402  6.8025  27.9638
Si  6.7394  6.6975  28.1232
Si  4.6863  10.3171  28.3788
Si  9.3842  9.4656  28.1208
Si  2.7427  0.0828  29.5697
Si  8.1325  -0.0245  29.5475
Si  -0.138  2.7172  29.429
Si  5.3206  2.7782  29.734
Si  2.63  5.4942  29.3452
Si  8.1227  5.4727  29.5991
Si  -0.0434  8.2248  29.4661
Si  5.4747  8.2809  29.402
Si  3.9747  1.4234  31.058
Si  9.5289  1.3548  30.874
Si  1.2698  4.1311  30.7792
Si  6.7685  4.1463  30.978
Si  4.0339  6.883  30.7396
Si  9.5584  6.8512  30.8833
Si  1.3696  9.5665  30.842
Si  6.8136  9.5318  30.9146
Si  -0.0045  0.0007  32.2219
Si  5.4146  -0.0214  32.2689
Si  2.6112  2.825  32.2946
Si  8.1625  2.7231  32.261
Si  -0.0366  5.4657  32.2325
Si  5.3887  5.5481  32.234
Si  2.6982  8.1816  32.2144
Si  8.2012  8.1993  32.2757
Si  1.3323  1.3668  33.6285
Si  6.8126  1.3414  33.621
Si  4.074  4.1321  33.6175
Si  9.5551  4.0867  33.6137
Si  1.3515  6.8137  33.6072
Si  6.8198  6.8361  33.6219
Si  4.0686  9.5341  33.6172
Si  9.5772  9.5739  33.6158
Si  2.7459  -0.014  3.3948
Si  8.2265  0.0227  3.4327
Si  0.0339  2.7642  3.4252
Si  5.5104  2.7497  3.4179
Si  2.7511  5.4825  3.4327
Si  8.2445  5.4904  3.4168
Si  0.0101  8.195  3.4053
Si  5.468  8.2082  3.4429
Si  4.1825  1.2974  4.7212
Si  9.6283  1.3967  4.7943
Si  1.4031  4.1231  4.8254
Si  6.8924  4.1385  4.7857
Si  4.1183  6.8201  4.8386
Si  9.6735  6.7908  4.8086
Si  1.3899  9.5422  4.7539
Si  6.8794  9.5632  4.7925
Si  0.0501  -0.0325  6.1175
Si  5.5422  0.0069  6.1835
Si  2.8307  2.672  6.0224
Si  8.3416  2.8592  6.1487
Si  0.1108  5.5037  6.3093
Si  5.5306  5.4628  6.2103
Si  2.72  8.1986  6.1793
Si  8.2644  8.1485  6.0941
Si  1.4964  1.3275  7.4029
Si  6.9764  1.4879  7.4334
Si  4.2529  3.89  7.4495
Si  9.6489  4.1878  7.7017
Si  1.3964  6.9532  7.7411
Si  6.9579  6.8353  7.555
Si  4.1323  9.5156  7.4963
Si  9.5945  9.5206  7.4479
Si  2.8606  0.0182  8.8574
Si  8.2388  0.0039  8.6837
Si  0.1178  2.605  8.8079
Si  5.6533  2.7318  8.9347
Si  2.8161  5.8919  9.4016
Si  8.231  5.5523  9.1442
Si  -0.0892  8.2725  9.0032
Si  5.5895  8.2312  8.858
Si  4.7403  0.8731  10.091
Si  9.8307  1.0544  10.0178
Si  1.6639  3.8958  11.2816
Si  6.3937  4.5666  10.326
Si  4.9008  6.5218  10.352
Si  9.3879  7.1486  10.5596
Si  1.2056  9.861  10.1384
Si  6.4422  10.1287  9.9
O  9.3926  6.7087  26.195
O  5.6727  -0.3583  25.3382
O  12.975  5.4052  10.7794
O  2.9135  3.1573  12.0215
O  5.1351  5.646  25.5411
O  0.6086  9.7819  25.7079
O  0.0459  0.0143  10.6118
O  1.2159  3.0552  9.9732
O  6.526  4.1893  11.9556
O  3.1454  4.5665  8.481
O  10.2873  6.3878  11.7173
O  1.9299  9.2783  11.5235
O  4.5649  1.1288  11.7295
O  0.452  4.0078  12.3439
O  9.1397  1.7576  11.3431
O  4.8538  6.832  11.9902
O  7.5572  8.6051  25.4394
O  12.8265  7.6521  26.7127
O  1.773  8.0283  24.0115
O  3.6642  1.2938  25.9822
O  9.8933  0.9472  25.8893
O  0.2331  4.668  25.626
O  7.6863  13.3375  25.4719
O  3.2411  9.5992  25.4695
Si  10.9006  2.2209  22.8586
Si  6.8777  9.8096  24.5579
Si  1.5569  11.9786  16.8861
Si  10.7223  -0.0334  14.635
Si  5.7989  -0.2359  16.6255
Si  12.7921  6.885  17.2319
Si  3.4051  1.7546  12.6968
Si  4.1808  5.3236  24.255
Si  4.2411  2.1299  15.7812
Si  10.1372  2.9259  17.3109
Si  8.7094  1.1703  12.8076
Si  -5.9495  9.1726  19.0947
Si  14.7197  4.4454  17.5705
Si  8.741  11.118  16.7104
Si  8.6328  -0.2306  19.8179
Si  7.6572  -5.1288  20.7517
Si  3.703  2.5432  19.8772
Si  7.3714  9.4147  11.8646
Si  5.4193  3.9093  21.9199
Si  10.9573  10.5095  21.5769
Si  -2.195  1.3589  24.792
Si  -0.5662  5.1771  12.8124
Si  -1.5975  8.1916  21.1399
Si  -4.936  6.3805  18.1611
Si  7.2805  5.9092  15.2549
Si  2.8105  7.6776  22.7791
Si  5.1801  9.5471  22.0221
Si  -0.6483  5.7431  15.7564
Si  10.2737  4.044  20.2911
Si  1.849  10.0293  12.9753
Si  -4.8887  1.2977  20.8888
Si  5.556  7.4963  13.3051
Si  1.539  3.7857  25.1284
Si  0.997  6.7187  20.2144
Si  7.4817  3.8109  13.2416
Si  14.5804  8.6756  15.2668
Si  13.1808  -0.1685  19.5641
O  9.9262  3.2768  18.8887
O  5.1484  1.8105  19.6122
O  6.3766  2.5879  21.8332
O  1.4307  10.9433  18.146
O  4.4669  7.4894  14.5199
O  1.0689  2.9535  23.802
O  7.0495  4.3557  14.7376
O  -3.3819  2.1812  13.3641
O  4.0155  2.0476  14.1745
O  13.5842  1.3194  20.1539
O  9.0647  1.8088  16.7306
O  4.3292  3.6857  16.2362
O  13.8142  9.4255  14.0555
O  16.7329  10.2931  18.2148
O  8.2087  10.5606  12.6854
O  18.2712  10.568  16.1137
O  2.6184  8.0859  16.4037
O  8.8465  4.7037  20.7158
O  -5.8248  7.7451  18.3185
O  3.1199  3.3903  18.6232
O  4.0117  3.6031  21.0997
O  -5.3209  19.8437  20.5803
O  6.2953  5.2012  21.4193
O  10.929  5.6992  14.2533
O  9.965  1.1864  13.8538
O  2.6919  4.8638  24.7104
O  8.0046  0.0127  24.2284
O  0.3327  17.611  16.6676
O  1.0953  0.4712  15.4448
O  4.9949  5.1281  18.4181
O  8.9076  -0.2745  18.2401
O  8.7989  6.3717  15.6208
O  -0.7732  9.1855  22.1911
O  12.2511  -0.8953  20.693
O  8.2928  7.0417  21.658
O  0.3264  9.8263  13.5448
O  7.4055  0.7015  20.2814
O  0.5666  5.1311  20.1394
O  10.7685  3.0037  21.4419
O  2.6873  5.5045  17.0236
O  6.8465  6.7294  13.9185
O  8.3654  -2.7751  11.3977
O  5.1969  11.1744  21.8076
O  0.7212  13.3237  17.1886
O  9.43  2.1721  23.5641
O  3.9521  6.6162  23.289
O  9.7698  -0.6719  15.7758
O  9.9466  0.3589  20.5673
O  1.7767  7.1777  18.8442
O  4.7121  9.7344  15.8968
O  6.2826  9.168  23.173
O  -2.5377  -1.7805  20.2358
O  3.6741  9.0197  22.3849
O  8.9276  4.4748  12.9397
O  7.2454  6.2998  19.2258
O  3.479  -1.1878  19.2805
O  16.5018  1.3356  16.2694
O  6.1629  -1.9851  12.8811
O  2.1694  11.6274  12.7652
O  4.9663  4.1494  23.454
O  11.4117  11.6015  22.6925
O  1.953  7.0584  21.5153
O  -0.8802  4.2643  16.4005
O  6.4494  -4.6701  16.6014
O  -0.427  7.5058  20.2436
O  14.0477  1.378  16.6672

Results
free energy: -156077.874 eV
free energy less fixed offsets of O -568.88, Si -635.61 eV per atom: -3.024 eV

Forces (eV/angstrom), in the order of the atoms: element, x, y, z
Si  -0.0336  -0.0223  -0.0005
Si  0.0354  -0.025  0.022
Si  -0.0092  -0.0598  -0.0123
Si  0.0197  -0.1072  -0.0024
Si  0.0157  -0.0752  -0.0026
Si  -0.0226  -0.0382  0.0084
Si  0.0722  -0.0332  -0.017
Si  -0.0836  0.0362  -0.0015
Si  0.0935  0.0894  0.0151
Si  0.1735  0.0463  -0.0203
Si  0.0597  -0.0161  0.135
Si  0.0674  -0.0351  -0.0236
Si  0.1372  -0.0193  -0.0507
Si  0.072  0.11  0.1592
Si  0.0491  -0.1825  -0.0979
Si  0.0112  0.0407  0.0751
Si  -0.0822  -0.0124  -0.0918
Si  0.0269  -0.0234  0.003
Si  -0.1894  -0.0248  0.1379
Si  -0.127  0.0779  -0.1701
Si  -0.0847  0.1149  0.1661
Si  -0.1009  -0.0677  -0.0604
Si  0.0327  -0.0166  -0.0685
Si  -0.0574  -0.0005  0.0784
Si  -0.0103  0.0404  -0.0147
Si  -0.0388  0.0941  0.0159
Si  0.0098  0.0362  -0.0137
Si  0.0333  0.021  0.0077
Si  -0.0302  0.0482  0.013
Si  0.0097  0.036  0.0005
Si  0.0225  0.0254  0.0178
Si  0.0108  0.0275  -0.0198
Si  -0.0115  0.0108  -0.0054
Si  -0.0051  0.0002  -0.0457
Si  -0.0503  0.0143  -0.0025
Si  -0.0083  0.0451  0.0005
Si  0.035  -0.0007  0.0013
Si  -0.0122  -0.0173  -0.0119
Si  0.0252  -0.0094  0.0069
Si  -0.0163  0.0016  0.0241
Si  0.017  -0.0024  -0.0043
Si  0.0043  -0.0131  0.0022
Si  0.0075  0.0165  -0.0069
Si  -0.0024  -0.0233  -0.0056
Si  -0.0053  -0.0222  0.0094
Si  0.0063  0.0001  -0.0039
Si  -0.0058  -0.0033  -0.0038
Si  -0.0037  -0.0071  0.0037
Si  -0.0034  0.0098  -0.0001
Si  0.0069  -0.0015  -0.0103
Si  0.0141  0.0052  0.0006
Si  -0.0252  -0.0212  0.0027
Si  -0.0062  0.0073  -0.0097
Si  -0.0002  0.014  0.0083
Si  0.0082  0.0053  -0.0024
Si  0.006  -0.0056  0.0079
Si  0.0076  0.0107  -0.006
Si  -0.0043  -0.0013  0.0009
Si  -0.0045  0.0011  0.0069
Si  0.0186  0.0044  -0.0121
Si  -0.0011  0.0031  -0.0011
Si  -0.007  -0.0008  -0.006
Si  0.0023  -0.0051  -0.0025
Si  -0.0077  -0.0083  0.0134
Si  -0.0044  0.002  0.0038
Si  0.0017  -0.0021  -0.0091
Si  0.0031  -0.0062  -0.0081
Si  -0.0003  -0.0042  0.0052
Si  0.0019  -0.0017  -0.0003
Si  -0.0025  0.0001  0.002
Si  0.0013  -0.0025  -0.0001
Si  -0.0005  0.0026  -0.0009
Si  0.0074  -0.0011  -0.0004
Si  -0.0006  -0.0032  0.0023
Si  0.0007  -0.0045  0.0004
Si  -0.0006  0.0006  0.0005
Si  -0.0049  -0.0014  -0.0037
Si  -0.0014  0.0065  0.0034
Si  0.001  0.0005  -0.0016
Si  0.0005  0.0029  0.0022
Si  0.0045  -0.0001  -0.0011
Si  -0.0044  0.0013  -0.004
Si  -0.0059  0.007  0.0026
Si  -0.003  0.0009  0.0006
Si  -0.0051  -0.0036  0.0037
Si  0.005  0.0131  -0.0007
Si  0.0053  0.0056  -0.0013
Si  0.0031  -0.0032  -0.0003
Si  -0.0094  0.0066  0.0043
Si  0.0046  -0.0058  -0.009
Si  0.0047  -0.0068  -0.0007
Si  -0.0058  -0.0076  -0.002
Si  -0.0005  -0.0004  -0.0116
Si  -0.0041  -0.0073  0.0005
Si  0.0068  -0.0116  -0.0113
Si  -0.0001  -0.0003  -0.004
Si  -0.0123  -0.0092  0.0252
Si  -0.0038  0.0104  -0.0029
Si  0.0297  0.0261  0.021
Si  0.0018  -0.0005  0.0044
Si  0.0005  -0.0067  -0.0001
Si  0.0415  0.0437  -0.0216
Si  -0.008  0.0029  -0.0035
Si  0.005  0.0045  -0.0002
Si  -0.0036  -0.0051  0.001
Si  0.012  -0.0105  -0.0184
Si  -0.0693  -0.1198  0.0059
Si  0.0101  0.0097  0.0134
Si  -0.0074  0.0026  -0.0069
Si  -0.0021  -0.0124  -0.0124
Si  0.0097  -0.0176  0.0242
Si  0.0049  0.0089  -0.0489
Si  0.0069  0.002  0.0075
Si  0.0001  0.023  0.0079
Si  0.0378  0.0189  0.0423
Si  -0.0128  0.0021  0.0275
Si  0.0033  -0.0214  -0.0057
Si  -0.0079  -0.036  -0.0012
Si  0.0227  -0.0142  0.0224
Si  -0.0333  0.0362  -0.0082
Si  -0.0094  0.0172  -0.0413
Si  0.0115  0.0058  -0.0056
Si  -0.0557  -0.0233  -0.0004
Si  -0.0047  0.0211  -0.0513
Si  0.0075  -0.0284  -0.0068
Si  0.0055  -0.0034  0.0198
Si  0.0011  0.0041  -0.0111
Si  0.0099  -0.0141  0.0178
O  -0.0184  0.0188  -0.0169
O  -0.004  -0.0115  0.0109
O  -0.0183  -0.0703  -0.0122
O  -0.0522  0.0239  -0.0271
O  -0.0139  -0.0114  -0.0172
O  0.0006  -0.0064  -0.0082
O  -0.0054  0.0034  0.0076
O  0.0174  0.063  0.0563
O  0.0352  -0.029  0.0779
O  -0.0112  0.0881  0.0175
O  0.0039  -0.0403  0.025
O  0.0068  -0.0049  0.0124
O  -0.0135  0.0141  0.0436
O  0.0332  0.0358  -0.0674
O  -0.0156  -0.0126  0.0189
O  0.0055  0.0207  0.0195
O  -0.0071  0.0006  -0.0136
O  0.0057  0.0178  -0.0289
O  0.0022  0.0008  -0.009
O  0.0168  -0.0208  -0.0047
O  -0.0112  -0.0049  -0.0131
O  0.0085  -0.0085  0.0078
O  0.0141  -0.0139  -0.0043
O  0.0042  0.003  0.0253
Si  0.0062  0.0158  0.005
Si  0.0051  0.006  0.0021
Si  -0.0082  0.0127  -0.0136
Si  -0.008  -0.0056  0.0165
Si  0.0008  -0.002  0.0003
Si  0.006  -0.0031  -0.0006
Si  0.0166  -0.0089  0.0053
Si  -0.0193  -0.0106  0.0325
Si  -0.0073  -0.0128  0.0002
Si  0.0097  0.0024  -0.0091
Si  -0.0201  0.0021  -0.0027
Si  -0.0014  -0.0073  -0.0041
Si  -0.0008  -0.0021  0.0019
Si  0.0231  -0.0271  0.0288
Si  -0.0202  -0.0185  -0.0825
Si  0.0039  -0.0035  -0.013
Si  -0.0069  0.0057  -0.0132
Si  -0.0022  0.006  0.0126
Si  -0.0049  0.013  0.0017
Si  0.0066  -0.0015  -0.0076
Si  -0.0054  -0.0031  0.0077
Si  0.0384  -0.0026  -0.018
Si  0.0001  0.0124  -0.0328
Si  0.0017  -0.0041  -0.0048
Si  -0.0037  0.0029  0.0099
Si  -0.0044  0.0031  -0.0071
Si  0.0055  -0.0034  -0.0038
Si  0.0001  -0.0248  -0.0141
Si  0.0044  -0.0067  -0.0016
Si  0.0022  0.0091  0.0039
Si  0.009  -0.0077  -0.0188
Si  -0.0127  0.0005  -0.0175
Si  0.0051  0.0021  -0.0082
Si  -0.0002  -0.002  -0.0113
Si  -0.0199  -0.0064  -0.0172
Si  -0.0056  0.0043  -0.0003
Si  -0.002  -0.0014  -0.0091
O  0.0031  -0.0057  -0.0047
O  0.0041  -0.0035  0.0065
O  -0.0013  -0.0002  0.0016
O  0.0003  0.0067  -0.0115
O  -0.0054  0.0056  -0.0045
O  -0.005  -0.0004  0.0093
O  0.0056  0.0065  -0.002
O  0.0204  0.0028  -0.0164
O  0.0018  -0.0043  0.0079
O  -0.0008  -0.0056  0.0025
O  0.01  -0.0149  0.0093
O  0.0014  -0.0044  -0.0015
O  0.0042  -0.0066  -0.0029
O  -0.0033  -0.0078  0.0071
O  0.0092  0.0322  -0.005
O  0.0142  -0.0011  0.0096
O  -0.0071  -0.0007  -0.0032
O  -0.0029  0.0011  0.0052
O  0.0018  0.0082  0.0064
O  0.0021  0.0022  -0.0018
O  0.0034  -0.0012  0.0088
O  -0.0095  0.0027  -0.0029
O  -0.0054  -0.013  0.0075
O  -0.0267  -0.0194  0.0056
O  0.0039  -0.0188  0.0058
O  0.0361  0.0033  -0.0085
O  -0.0003  -0.0009  0.0062
O  0.0005  -0.0116  -0.0051
O  -0.0068  0.01  0.0323
O  -0.0012  -0.0014  -0.003
O  -0.0327  0.0197  0.0747
O  0.0127  -0.0107  -0.0124
O  -0.0068  -0.003  -0.0048
O  -0.0091  0.0034  0.0022
O  0.0038  0.0012  0.0034
O  -0.0179  0.0121  0.0073
O  0.0448  -0.0441  -0.0181
O  0.0017  0.0089  0.0021
O  -0.0033  0.0028  0.0001
O  -0.0038  0.008  -0.0019
O  0.0047  -0.0007  0.0064
O  -0.0149  0.0164  -0.0146
O  0.0046  -0.0067  -0.0037
O  -0.0043  -0.0235  -0.0128
O  0.0113  -0.0019  -0.0021
O  -0.0048  0.0005  -0.0018
O  -0.004  0.0351  0.0007
O  -0.0116  -0.0082  -0.0062
O  -0.0037  -0.0035  0.0018
O  0.0015  0.0014  -0.0007
O  -0.0097  -0.0024  -0.0073
O  0.0144  0.0501  0.0031
O  0.0109  -0.0006  -0.0021
O  -0.0122  -0.0006  -0.0067
O  -0.0027  0.0019  0.0019
O  -0.0007  0.0025  -0.0009
O  -0.0117  0.0046  -0.0087
O  -0.0235  -0.0136  -0.0098
O  0.0131  -0.0012  -0.009
O  -0.0015  0.0057  -0.013
O  -0.0012  -0.012  -0.0058
O  -0.005  -0.0016  -0.0015
O  0.0051  0.0215  -0.0113
O  0.0093  -0.0027  -0.0069
O  -0.0135  0.0069  0.0217
O  -0.0085  0.0064  -0.016

The program warned: the cutoff lies below the one the program advises for these potential files; the forces do not sum to zero within the program's tolerance; the exchange-correlation potential is rough where the density is thin.
